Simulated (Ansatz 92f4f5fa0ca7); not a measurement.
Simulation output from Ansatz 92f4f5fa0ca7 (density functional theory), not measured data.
Periodic cell of 273 atoms, Si157O104As12, from a study of silicon, its oxide and their interface. The atomic structure is a simulated model.
Doubt: the cutoff is far below the 930 eV that the study's wrapper takes by default for these files, so forces and energies are approximate.

Settings: functional PBE; potential files Ansatz PAW; basis plane waves; wave-function cutoff 580 eV; density cutoff ratio 5; exchange-correlation grid ratio 1; k mesh 1 x 1 x 1, Gamma-centred; self-consistency stop 5e-08 eV per atom in the density residual; occupations fixed; spin none; net charge 0.

Cell vectors (angstrom)
a, 11.6015, 0, 0
b, 0, 13.3963, 0
c, 0, 0, 31.3281

Atoms and the computed forces on them: element, x, y, z (angstrom), force x, y, z (eV/angstrom)
Si, 0.0812, 0.2786, 24.4362, 0.009, 0.36, -0.1014
As, 3.9679, 0.0993, 24.4756, -0.111, -0.1009, -0.4529
As, 7.7055, 0.1006, 24.3847, 0.0155, 0.0468, -0.3227
Si, 1.9797, 3.2946, 24.6645, 0.1502, -0.1345, -0.2161
As, 5.7949, 3.3864, 24.4345, 0.0198, -0.0631, -0.4331
Si, 9.7558, 3.4724, 24.6027, 0.0797, -0.1208, -0.2033
As, 0.0464, 6.814, 24.3723, 0.0639, 0.067, -0.3541
Si, 3.8433, 6.7558, 24.4876, -0.0217, -0.1398, -0.4699
Si, 7.674, 6.9457, 24.7977, -0.0329, 0.2316, 0.146
As, 1.978, 10.151, 24.3744, 0.025, 0.0324, -0.4147
As, 5.8289, 10.2092, 24.429, -0.0937, -0.0653, -0.3524
Si, 9.6587, 10.2104, 24.6462, 0.0076, 0.1642, -0.2629
Si, 0.0156, 2.3417, 25.5337, -0.0181, 0.0281, 0.0545
Si, 3.9279, 2.2782, 25.513, 0.1967, -0.0168, 0.3904
Si, 7.7753, 2.3322, 25.3618, -0.2139, -0.1114, 0.4644
Si, 1.9335, 5.6147, 25.3113, -0.0716, 0.1049, 0.2041
Si, 5.7732, 5.6259, 25.3585, 0.0752, -0.0501, 0.3818
Si, 9.7137, 5.7446, 25.3497, -0.2293, 0.0531, 0.3701
Si, 0.0576, 9.0476, 25.3712, -0.074, -0.1275, 0.3989
Si, 3.8991, 9.0073, 25.3348, -0.0081, 0.242, 0.3929
Si, 7.6918, 9.1715, 25.558, 0.0816, -0.1862, 0.368
Si, 1.9552, 12.4049, 25.3132, 0.2514, -0.1168, 0.3992
Si, 5.8392, 12.365, 25.4822, -0.0277, 0.1022, 0.3766
Si, 9.7278, 12.4998, 25.2771, -0.1841, -0.1943, 0.262
Si, 0.0118, 2.3038, 27.8617, 0.0573, -0.0341, 0.0838
Si, 3.9157, 2.2659, 27.8506, -0.1443, 0.0795, -0.1089
Si, 7.7502, 2.2939, 27.7626, 0.1383, 0.1088, -0.216
Si, 1.9417, 5.6141, 27.7205, 0.1452, -0.0907, -0.0234
Si, 5.7996, 5.6285, 27.7484, -0.0266, 0.1398, -0.0086
Si, 9.6941, 5.6553, 27.7575, -0.1673, -0.0515, -0.1739
Si, 0.036, 8.9871, 27.7584, -0.1641, 0.0667, -0.1064
Si, 3.8844, 8.9878, 27.7388, -0.0415, -0.2242, -0.1203
Si, 7.7352, 9.0491, 27.8832, 0.1001, -0.0201, -0.0388
Si, 1.9485, 12.334, 27.7262, -0.2008, 0.1073, -0.0963
Si, 5.8205, 12.3336, 27.8317, 0.0321, 0.0141, -0.133
Si, 9.7094, 12.3923, 27.7051, 0.1736, -0.0958, -0.0631
Si, 1.9547, 1.1526, 28.5718, -0.0022, -0.0287, 0.0228
Si, 5.8433, 1.1601, 28.5981, -0.0113, 0.0072, -0.1252
Si, 9.6739, 1.1809, 28.58, 0.0006, 0.0301, -0.0401
Si, 0.015, 4.5396, 28.5842, -0.0345, 0.0053, -0.1523
Si, 3.874, 4.512, 28.5678, 0.0127, 0.0091, -0.0204
Si, 7.7459, 4.5276, 28.5528, 0.0339, -0.0342, -0.0686
Si, 1.9563, 7.8434, 28.5507, -0.0071, 0.056, -0.1273
Si, 5.8042, 7.8618, 28.5685, 0.0057, -0.0292, -0.0397
Si, 9.6844, 7.8824, 28.5619, 0.0463, 0.0098, -0.0511
Si, 0.0093, 11.2252, 28.5422, 0.0461, 0.0105, -0.0015
Si, 3.87, 11.2076, 28.5676, -0.0109, -0.0337, -0.2368
Si, 7.7876, 11.2776, 28.5878, -0.0281, -0.0752, -0.0294
Si, 1.9336, 1.1164, 30.9331, -0.0037, -0.0122, 0.037
Si, 5.8008, 1.1164, 30.9331, 0.1368, 0.0657, 0.2229
Si, 9.6679, 1.1164, 30.9331, -0.0188, -0.0039, 0.1058
Si, 0, 4.4654, 30.9331, 0.0529, 0.1617, 0.141
Si, 3.8672, 4.4654, 30.9331, 0.0079, 0.1507, 0.0646
Si, 7.7343, 4.4654, 30.9331, -0.0297, 0.1095, -0.0943
Si, 1.9336, 7.8145, 30.9331, 0.0471, -0.0022, -0.0948
Si, 5.8008, 7.8145, 30.9331, -0.0554, 0.0517, 0.047
Si, 9.6679, 7.8145, 30.9331, 0.0737, 0.065, -0.0908
Si, 0, 11.1635, 30.9331, 0.0074, 0.1137, -0.1736
Si, 3.8672, 11.1635, 30.9331, -0.0724, 0.0752, 0.0922
Si, 7.7343, 11.1635, 30.9331, 0.1697, 0.2889, 0.1681
Si, 0, 0, 0.3944, -0.0228, 0.0169, -0.0589
Si, 3.8672, 0, 0.3944, -0.0046, -0.0777, -0.3075
Si, 7.7343, 0, 0.3944, -0.0415, -0.0483, -0.0116
Si, 1.9336, 3.3491, 0.3944, -0.0952, -0.071, -0.0555
Si, 5.8008, 3.3491, 0.3944, 0.0693, -0.0992, -0.1144
Si, 9.6679, 3.3491, 0.3944, -0.0055, -0.0456, 0.1511
Si, 0, 6.6981, 0.3944, -0.1498, -0.1244, 0.1859
Si, 3.8672, 6.6981, 0.3944, -0.09, -0.0805, -0.1113
Si, 7.7343, 6.6981, 0.3944, 0.1171, -0.0977, 0.1476
Si, 1.9336, 10.0472, 0.3944, -0.1669, -0.0944, -0.2364
Si, 5.8008, 10.0472, 0.3944, 0.1023, -0.1602, -0.2376
Si, 9.6679, 10.0472, 0.3944, -0.0093, -0.1381, -0.2653
Si, -0.0179, -0.0411, 2.7515, -0.0197, -0.0195, 0.0429
Si, 3.8634, -0.0622, 2.7281, 0.018, -0.0065, 0.0538
Si, 7.7296, -0.0521, 2.7427, 0.0172, -0.0105, -0.0107
Si, 1.9143, 3.295, 2.76, -0.0877, 0.0309, 0.1026
Si, 5.8048, 3.2954, 2.7477, 0.0674, -0.0067, 0.0979
Si, 9.6577, 3.2926, 2.7904, 0.027, -0.004, 0.0796
Si, -0.0393, 6.6346, 2.7851, 0.0166, 0.0112, 0.0118
Si, 3.8329, 6.6662, 2.7423, 0.0054, 0.0567, 0.0165
Si, 7.7413, 6.6417, 2.7858, 0.0024, 0.0099, 0.0377
Si, 1.8813, 9.9951, 2.7381, 0.0594, -0.002, 0.1089
Si, 5.8225, 9.9814, 2.7465, -0.0269, 0.0778, 0.1504
Si, 9.6653, 9.9715, 2.7284, -0.0265, -0.0533, 0.1964
Si, -0.0102, 2.1653, 3.6051, -0.1232, 0.0835, 0.1
Si, 3.8618, 2.1697, 3.474, 0.0207, -0.0387, 0.15
Si, 7.7257, 2.1513, 3.5774, 0.0921, 0.0848, 0.0634
Si, 1.9159, 5.5283, 3.5487, -0.1632, 0.1, 0.0976
Si, 5.7614, 5.5373, 3.4945, 0.1206, 0.1338, 0.0688
Si, 9.6495, 5.4974, 3.6708, -0.0069, 0.0087, -0.0766
Si, -0.0362, 8.8643, 3.5853, -0.0376, -0.238, 0.0935
Si, 3.8397, 8.92, 3.4731, -0.0168, -0.1726, 0.0636
Si, 7.7612, 8.8721, 3.5921, 0.054, -0.1797, 0.0291
Si, 1.9203, 12.2272, 3.4798, -0.0317, 0.0301, 0.1425
Si, 5.7978, 12.2154, 3.4914, 0.02, 0.0199, 0.183
Si, 9.6546, 12.1875, 3.4804, -0.0134, 0.249, 0.1138
Si, 0.0206, 2.086, 6.024, 0.1408, 0.0282, -0.32
Si, 3.8658, 2.1197, 5.812, 0.0815, -0.1461, -0.3388
Si, 7.6965, 2.0663, 5.9687, -0.0808, 0.0979, -0.3357
Si, 1.9313, 5.4951, 5.9306, -0.0369, 0.0331, -0.326
Si, 5.7004, 5.5148, 5.8438, 0.2366, 0.049, -0.3256
Si, 9.6435, 5.4235, 6.1177, -0.0394, -0.0274, -0.3395
Si, -0.058, 8.8201, 5.9892, 0.1062, 0.1447, -0.3464
Si, 3.823, 8.9569, 5.8171, 0.0766, -0.009, -0.3335
Si, 7.7847, 8.8517, 5.9983, -0.0593, 0.1431, -0.3787
Si, 1.9173, 12.2038, 5.8214, 0.0843, 0.0113, -0.3868
Si, 5.7804, 12.1821, 5.8442, 0.0055, 0.0976, -0.3508
Si, 9.6476, 12.1327, 5.8216, -0.0514, 0.0237, -0.3655
As, 2.0158, 0.9808, 6.8789, -0.241, 0.021, 0.3281
As, 5.7352, 0.9718, 6.8949, 0.0469, 0.0711, 0.2351
Si, 9.649, 0.9078, 6.754, -0.0681, -0.3825, 0.1878
Si, 0.0499, 4.3235, 6.8392, 0.2332, -0.1682, 0.46
As, 3.8404, 4.3216, 6.7911, -0.0194, 0.0314, 0.5646
Si, 7.582, 4.3257, 6.6949, -0.4618, -0.1866, 0.34
Si, 1.9509, 7.7823, 6.674, -0.0873, 0.0879, 0.2598
Si, 5.7489, 7.8173, 6.5512, -0.0748, 0.1035, 0.209
Si, 9.6613, 7.636, 6.9271, 0.0651, -0.1851, 0.3632
As, -0.018, 11.0977, 6.8022, 0.0704, 0.0288, 0.5385
As, 3.8387, 11.1301, 6.8448, -0.0126, 0.0309, 0.3672
As, 7.7185, 11.1107, 6.8927, -0.0373, -0.0312, 0.3374
O, 11.8547, 4.2094, 8.5166, -0.0633, 0.0901, -0.2983
O, 9.7123, 7.2369, 8.6022, -0.0346, 0.1311, -0.4585
O, 9.5381, 0.4878, 8.4, 0.1099, 0.1848, -0.2445
O, 1.9252, 7.9865, 8.339, 0.0001, -0.1631, -0.0464
O, 5.6913, 8.1373, 8.1908, -0.0218, -0.2215, 0.1067
O, 7.0894, 4.1475, 8.2933, 0.1494, 0.1351, -0.1389
O, 0.1999, 14.2849, 22.8336, -0.054, -0.1671, 0.1032
O, 7.46, 7.5352, 23.2175, 0.3575, -0.3247, -0.2374
O, 9.9954, 3.3361, 22.9094, -0.1221, 0.0557, 0.1558
O, 9.5187, 10.3647, 22.9705, 0.0954, -0.1667, 0.0409
O, 3.7752, 6.6417, 22.8039, -0.027, 0.0105, 0.2576
O, 2.0994, 2.7674, 23.0593, -0.0873, 0.0824, 0.1063
Si, -0.1066, 4.3881, 17.5703, 0.0105, 0.0293, -0.0791
Si, 8.4733, 7.0137, 22.0463, -0.3121, 0.2949, -0.1582
Si, -4.5657, 2.4101, 20.2859, -0.1407, -0.0375, -0.317
Si, 14.6605, 9.0687, 19.535, -0.0142, 0.1146, -0.1633
Si, 8.4221, 9.7644, 11.6568, -0.0823, 0.2186, 0.0823
Si, 1.6607, 8.6693, 12.4112, -0.1173, 0.1709, 0.1978
Si, 2.1994, 13.2947, 19.7877, 0.0812, -0.1537, -0.2344
Si, 11.2824, 10.2231, 10.9901, 0.0484, 0.1552, 0.3269
Si, 11.9905, -2.7217, 19.6337, 0.1326, -0.0165, -0.1992
Si, 2.2431, 0.5156, 16.7547, 0.0959, -0.0234, -0.0763
Si, 5.1335, 1.3552, 12.449, 0.1233, 0.0132, 0.022
Si, 9.0211, 4.0372, 21.7972, 0.1142, -0.0884, -0.2251
Si, 13.952, 7.2847, 9.7463, 0.0414, 0.2459, 0.0863
Si, 9.9428, 7.7305, 10.1318, 0.0091, 0.1681, 0.4969
Si, 8.7337, 4.2726, 18.8498, -0.1457, -0.0691, -0.2921
Si, -0.6423, 6.6648, 12.8074, -0.017, 0.0519, 0.1652
Si, 7.4542, 3.4381, 12.3766, 0.0134, -0.0818, 0.108
Si, 5.594, 9.9773, 11.3903, 0.0817, 0.2962, 0.0764
Si, 10.3746, 2.9911, 11.6165, -0.1487, -0.1497, 0.2952
Si, 7.7019, 8.5048, 19.7377, -0.086, 0.0848, -0.2742
Si, 9.5982, 11.7505, 17.8477, -0.0546, -0.0721, -0.0344
Si, 1.54, 4.211, 20.1658, 0.2256, 0.0422, -0.2938
Si, 4.2854, 11.7103, 16.3096, -0.0391, 0.0014, -0.0662
Si, -1.8343, 9.5429, 21.5885, -0.0625, 0.0865, -0.0161
Si, 4.6593, 11.5499, 19.4207, -0.0314, -0.0188, -0.1001
Si, 5.4219, 8.4174, 17.976, 0.0417, -0.0632, -0.1222
Si, 12.3177, 4.8084, 14.742, -0.0306, 0.0119, 0.0681
Si, 6.3958, 5.6763, 14.4483, 0.0118, -0.0313, 0.0821
Si, 3.6767, 4.918, 13.881, 0.0038, -0.0284, 0.1544
Si, 0.9843, 12.7864, 10.7238, -0.0506, -0.1434, 0.2553
Si, 3.8599, 12.2246, 11.5528, 0.0616, -0.1007, 0.0768
Si, 6.2073, 18.7843, 17.5301, -0.1057, 0.0234, -0.0926
Si, -2.106, 13.6415, 15.3839, 0.0205, -0.0218, -0.1087
Si, 5.3748, 7.4028, 9.6049, 0.0725, 0.2431, 0.0512
Si, 6.5046, 0.4352, 16.2747, 0.0463, -0.0203, 0.0587
Si, 4.5017, 4.0915, 19.6006, -0.0183, -0.0482, -0.1359
Si, 10.5986, 0.1994, 12.5241, 0.0999, 0.0699, 0.0455
Si, 3.723, 3.6684, 10.9425, 0.1503, -0.1037, 0.2729
Si, 3.8558, 10.2491, 13.723, -0.0352, -0.0166, -0.1325
Si, 7.2414, 13.0089, 19.2818, -0.0367, 0.0687, -0.1246
Si, 0.0835, 2.1214, 15.8036, -0.0408, 0.052, -0.0788
Si, 7.9828, 9.2224, 16.9767, 0.0266, -0.0869, -0.1145
Si, 4.4222, 2.1411, 15.2739, -0.0208, -0.0122, -0.0722
Si, 10.2085, 0.829, 9.8311, 0.0136, -0.0253, 0.4018
Si, 6.3903, 4.6002, 9.6835, -0.0043, -0.1375, 0.1187
Si, 1.2078, 1.8965, 21.9832, 0.0613, 0.0492, 0.2524
Si, 0.9332, 4.475, 9.9725, -0.0412, -0.1264, 0.1829
Si, 8.4724, 8.0869, 14.1658, -0.0071, 0.0482, -0.0221
Si, 3.3346, 19.7499, 21.2625, 0.031, -0.0561, -0.0683
O, 11.1238, 8.8724, 10.0883, 0.0107, -0.0831, -0.2047
O, 2.3423, 8.3772, 10.9594, 0.0177, -0.1064, -0.1802
O, 9.6545, 0.0019, 11.1678, -0.0245, -0.0126, -0.2164
O, -1.7162, 7.4885, 13.6858, 0.0902, -0.0784, -0.0613
O, 3.0604, 7.7867, 20.5307, 0.0039, 0.0061, 0.0771
O, 11.5117, 4.0841, 11.2037, 0.0801, 0.1075, -0.192
O, 6.7187, 0.2358, 17.8681, -0.0019, 0.0145, 0.0667
O, 0.6517, 3.06, 20.9346, -0.0684, -0.0569, 0.1273
O, 2.8457, -0.9329, 16.3592, -0.0097, 0.004, 0.0169
O, 2.2838, 3.5818, 10.1962, 0.006, -0.0158, -0.1153
O, 15.3786, 12.8723, 19.7475, -0.0769, 0.0573, 0.0821
O, 12.2978, 3.1717, 14.7126, -0.016, -0.0105, -0.0078
O, 2.0866, 0.9283, 21.0225, 0.0278, -0.0016, 0.1498
O, 6.6497, 2.0008, 12.5627, 0.0212, 0.0006, -0.0518
O, 4.8213, 6.0555, 14.1644, -0.0222, -0.0031, -0.0685
O, 9.8714, 4.4612, 17.7156, -0.0671, 0.0057, 0.0915
O, 3.8818, 6.7517, 9.6079, -0.0261, -0.075, -0.0704
O, 9.0818, 3.4451, 12.5221, -0.0157, 0.0112, -0.0638
O, 2.2006, 5.3746, 14.3823, 0.014, 0.0037, -0.0276
O, -3.1659, 8.3246, 18.2778, -0.0376, 0.0349, 0.1865
O, 6.8507, 4.4645, 13.4704, 0.0017, -0.0199, -0.0816
O, 2.6098, 12.8855, 10.7302, -0.0721, 0.0253, -0.0867
O, 8.5057, 10.7379, 17.1871, 0.0045, 0.0848, 0.0329
O, 10.3774, 6.5925, 11.2595, -0.059, 0.0148, -0.2437
O, 1.3586, 6.0462, 10.1002, -0.0421, -0.0022, -0.0653
O, 7.8811, 13.6958, 15.4366, -0.0322, 0.0281, -0.0292
O, 4.1598, 2.2023, 11.4727, -0.1232, 0.1571, -0.1716
O, 1.524, 9.5621, 19.2045, -0.0144, 0.0018, 0.0771
O, 7.7448, 7.1246, 20.5952, 0.1186, -0.0969, 0.1621
O, 5.4969, 8.4955, 10.7807, -0.0017, -0.2359, -0.0695
O, 6.339, 22.5915, 16.8396, -0.0332, -0.0097, 0.0628
O, 1.958, 5.4519, 21.1591, -0.0608, -0.0089, 0.1153
O, 1.8467, 0.5669, 18.3354, 0.01, 0.0306, 0.1099
O, 8.583, 8.4355, 10.712, 0.0512, -0.1085, -0.1534
O, 5.2658, 9.8649, 12.9931, -0.0176, -0.0397, -0.064
O, 9.8767, 2.3923, 10.1696, 0.0292, 0.0161, -0.19
O, -0.3939, 5.2795, 13.6394, 0.0034, 0.0246, -0.0758
O, 4.8435, 4.1221, 9.8541, -0.0741, -0.0164, -0.0626
O, 2.7754, 9.0386, 13.531, 0.01, -0.0341, -0.0635
O, 9.5251, 4.4398, 20.283, 0.025, 0.003, 0.3171
O, 3.9277, -3.0912, 20.1933, -0.0202, 0.014, 0.0825
O, 15.747, 3.6621, 14.8106, 0.0021, -0.0208, 0.0081
O, 7.1365, 0.794, 20.4022, 0.0142, -0.0032, 0.0937
O, 12.2759, 4.8339, 18.9211, 0.0275, 0.0179, 0.1385
O, 5.4756, 12.6753, 15.7554, -0.0023, -0.0194, -0.0345
O, 6.1266, 8.8122, 19.4193, 0.1222, -0.0318, 0.1031
O, 7.101, 10.5844, 11.1713, 0.005, -0.0933, -0.0275
O, 5.4855, 2.935, 20.2136, 0.159, -0.0577, 0.1085
O, 3.6371, 4.6315, 12.2739, 0.0061, 0.009, -0.1911
O, 0.3151, 5.2951, 16.2666, 0.0136, -0.0475, 0.0496
O, 11.0066, 1.792, 12.541, 0.0148, 0.0683, -0.0148
O, 0.245, 2.8224, 17.2709, -0.0086, -0.0391, 0.0259
O, 4.6387, 11.2428, 17.8175, 0.0239, -0.076, 0.0652
O, 7.2475, 3.9266, 10.8603, -0.0085, 0.0861, -0.1255
O, 4.5038, 10.9836, 10.692, 0.0041, 0.0008, -0.0078
O, 6.4503, 6.2161, 9.859, 0.0351, 0.0324, -0.096
O, 4.5125, 5.4832, 20.4908, 0.0184, 0.068, 0.0986
O, 7.9472, 2.8283, 18.9641, -0.0014, 0.0434, 0.1225
O, 6.2297, 11.8202, 19.7935, 0.0396, 0.0291, 0.0622
O, 3.3159, -1.7741, 12.9869, -0.028, 0.0388, -0.0113
O, 4.4229, 1.2388, 13.9127, -0.056, 0.0003, 0.0221
O, 9.9217, 13.0715, 13.9036, -0.0656, -0.0089, 0.042
O, 8.1367, 9.3537, 13.2071, -0.0027, -0.0288, -0.0242
O, -1.4789, 15.147, 15.5196, -0.0013, -0.0049, 0.0229
O, 12.2213, 9.9175, 12.291, -0.0471, -0.0167, -0.1245
O, 9.8418, 7.93, 21.9456, 0.0211, -0.1512, 0.1496
O, 11.8564, 13.9676, 9.8407, 0.0303, 0.0398, -0.2475
O, 7.709, 3.0847, 21.6157, 0.0184, 0.0707, 0.1362
O, 5.1067, -0.1428, 11.81, -0.0331, 0.0332, -0.0321
O, 10.0478, 12.7403, 16.631, 0.0261, -0.0169, 0.0694
O, 5.8784, 15.3158, 15.9904, 0.0063, 0.0277, 0.03
O, 8.4695, 9.693, 20.5748, 0.0504, 0.0028, 0.1122
O, 8.7964, 12.5205, 19.0681, -0.0097, 0.0114, 0.0755
O, 1.1782, 12.0398, 20.0476, -0.014, 0.0699, 0.0946
O, 3.816, 8.6761, 18.122, -0.0119, -0.007, 0.0522
O, 9.7899, 10.6488, 11.5269, 0.0564, -0.0561, -0.1057
O, 11.1326, 10.0796, 20.8893, -0.0422, -0.0555, 0.117
O, 7.2786, 6.9936, 14.1348, -0.0155, -0.0001, -0.0435
O, 12.0345, 11.365, 10.111, 0.0107, -0.0353, -0.1597
O, 7.5429, 5.3221, 18.4653, 0.1471, -0.018, 0.1155
O, 6.603, 5.1334, 15.9748, 0.0419, -0.0273, 0.0461
O, 3.3006, 1.6956, 16.364, -0.0059, -0.0091, 0.0674
O, 0.9266, 0.7344, 15.8207, -0.0307, 0.0026, 0.0188
O, 8.7168, 5.479, 22.4794, -0.0122, 0.0177, -0.009
O, 5.0565, 4.3577, 18.0775, 0.0041, 0.0289, 0.0739
O, 5.553, 6.852, 17.6382, -0.0182, 0.0386, 0.0508
O, -2.9043, 8.6032, 15.6785, -0.0084, 0.0071, 0.0685
O, 0.4226, 12.829, 12.2757, 0.0167, 0.0219, -0.1382
O, 4.1036, 10.4465, 15.3097, 0.0164, 0.0339, 0.0719
O, -0.6674, 11.0003, 18.4187, -0.0013, 0.0237, 0.0284
O, 0.8112, 7.3797, 12.875, 0.0058, -0.1051, -0.0262
O, 2.9495, 3.5687, 19.5712, -0.1052, 0.0126, 0.0976

Results
free energy: -217231.467 eV
free energy less fixed offsets of As -4856.12, O -568.88, Si -635.61 eV per atom: -3.737 eV

The program warned: the cutoff lies below the one the program advises for these potential files; the exchange-correlation potential is rough where the density is thin.
